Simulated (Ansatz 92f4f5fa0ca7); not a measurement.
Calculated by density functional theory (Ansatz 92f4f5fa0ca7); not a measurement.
Periodic cell of 130 atoms, Si86O44, from a study of silicon, its oxide and their interface. The atomic structure is a simulated model.

Settings
functional: r2SCAN
potential files: Ansatz norm-conserving
basis: plane waves
wave-function cutoff: 1300 eV
density cutoff ratio: 4
exchange-correlation grid ratio: 1
k mesh: 2 x 2 x 1, shifted by 0.5 0.5 0.5 of a step
self-consistency stop: 5e-08 eV per atom in the density residual
occupations: Fermi-Dirac, 0.05 eV
spin: none
net charge: 0

Cell vectors (angstrom)
a	10.88	0	0
b	0	10.88	0
c	0	0	18.8606

Atoms: element, x, y, z (angstrom)
Si	-0.4533	1.2634	-0.3165
Si	2.5658	3.0206	0.1838
Si	0.0838	4.7465	-0.4196
Si	3.1741	7.8837	0.1019
Si	4.8365	0.3605	0.0025
Si	8.4076	2.6228	0.477
Si	5.4446	5.8	-0.1298
Si	7.8738	8.3604	-0.3305
Si	1.3039	1.6213	1.5614
Si	4.0516	4.3147	1.4019
Si	1.2777	6.8855	1.3784
Si	3.9216	9.6258	1.3912
Si	6.6451	1.3735	1.3768
Si	9.5293	4.3274	1.4621
Si	6.9082	7.0105	1.1717
Si	9.5288	9.6732	0.8688
Si	-0.2668	2.7897	2.7864
Si	2.5318	-0.0718	2.7139
Si	-0.1672	8.4228	2.4829
Si	2.8475	5.7449	2.6127
Si	5.4423	2.8976	2.6891
Si	7.8645	-0.1853	2.444
Si	5.5455	8.147	2.489
Si	8.15	5.9264	2.8208
Si	1.467	4.0991	3.9377
Si	3.8339	1.5282	3.9396
Si	0.9883	9.652	4.0885
Si	4.1206	6.9665	4.0246
Si	6.914	4.1828	4.0336
Si	9.2552	1.3035	4.0234
Si	6.7847	9.5122	4.0064
Si	9.5829	7.1155	4.0926
Si	-0.1514	0.0302	5.7708
Si	2.5283	2.8503	5.4491
Si	0.0194	5.4058	5.1482
Si	2.5838	8.0732	5.3744
Si	5.2935	-0.0344	5.3572
Si	7.874	2.6084	5.4897
Si	5.2973	5.2693	5.4111
Si	8.0399	8.1656	5.5206
Si	1.1952	1.3186	6.9333
Si	4.0035	3.8928	6.9095
Si	1.0993	6.7582	6.7108
Si	4.0402	9.3555	6.5971
Si	6.6976	1.2152	6.9608
Si	9.5113	3.9192	6.4828
Si	6.6599	6.6167	6.7279
Si	9.2583	9.4859	6.96
Si	-0.0613	2.5297	8.4139
Si	2.6198	-0.1093	8.0977
Si	0.095	8.5243	8.0131
Si	2.8251	5.3904	8.1818
Si	5.458	2.5133	8.2921
Si	7.9387	0.0215	8.4894
Si	5.2728	8.129	8.161
Si	8.2784	5.4888	8.2431
Si	1.4176	3.8421	9.4905
Si	4.2923	1.0952	9.6821
Si	1.3703	9.4612	9.5414
Si	4.0731	6.6914	9.4872
Si	7.1109	3.884	9.3658
Si	9.3664	1.4672	9.8108
Si	6.903	9.3644	9.6155
Si	9.6981	7.0949	9.3785
Si	-0.0911	0.5448	11.6225
Si	2.4863	2.2522	11.0424
Si	-0.0981	5.2139	10.2415
Si	3.0063	8.3272	10.8722
Si	5.455	-0.5967	11.2052
Si	8.4432	3.2259	11.1183
Si	5.8999	5.3781	10.5342
Si	7.9869	7.6457	10.8306
Si	2.5226	0.2784	15.3302
Si	6.5261	10.102	16.7389
Si	8.4862	3.3806	14.2061
Si	5.173	10.7003	14.2476
Si	3.9218	3.6705	12.3491
Si	1.0148	18.0451	14.479
Si	4.4604	2.6406	15.2073
Si	11.1135	1.9446	15.4628
Si	9.7074	8.8779	13.2837
Si	1.9685	6.0721	12.2815
Si	1.5181	9.4197	16.3817
Si	6.6962	3.8421	16.7562
Si	10.5004	4.757	15.4802
Si	9.15	9.3401	16.1616
O	-0.5777	-0.3425	-0.2806
O	-0.1177	-1.5236	-2.7958
O	1.7001	4.2652	-0.6516
O	3.7563	1.6521	-0.3478
O	-1.1619	4.3603	-7.504
O	-0.7872	4.4728	-1.7743
O	0.4068	6.2372	0.1891
O	4.3687	6.9186	-0.5919
O	5.4969	0.2245	-1.3675
O	7.7926	3.149	-1.1219
O	9.0368	8.0573	-1.5533
O	6.4181	5.3365	-1.6405
O	10.7884	6.3772	-3.4772
O	6.5602	8.8379	-1.1184
O	23.9757	8.8383	-1.0411
O	-0.8351	-0.432	12.7704
O	2.0032	-2.7647	15.3859
O	0.5126	-0.6502	10.6935
O	1.2494	1.5979	11.8911
O	-3.701	6.2943	11.3541
O	0.5778	6.2738	11.3978
O	5.8902	10.2664	12.8276
O	4.1003	9.267	11.4057
O	7.3293	3.6205	15.2457
O	5.2086	3.3198	16.4878
O	7.8152	2.9636	12.7451
O	9.5544	2.2271	14.8679
O	5.4135	4.1657	11.6157
O	13.8666	4.9885	11.734
O	8.6616	8.1993	12.3306
O	0.1981	8.063	13.3425
O	-2.7796	-0.3368	16.4891
O	5.883	9.818	15.3115
O	11.5865	25.3138	15.13
O	-9.6473	11.9081	14.623
O	11.2113	1.4143	17.0571
O	8.8811	8.9035	14.6489
O	14.1955	12.5535	15.7554
O	5.4465	1.3659	14.4446
O	2.6886	7.4996	12.2599
O	3.8919	3.7619	14.0487
O	1.7124	5.8257	13.9069
O	3.5694	-0.3685	14.2442
O	9.3433	4.7769	14.2707

Results
free energy: -30541.161 eV
free energy less fixed offsets of O -463.61, Si -117.95 eV per atom: 1.379 eV
pressure: -1.66 GPa
stress xx, yy, zz, yz, xz, xy (GPa, positive in tension): 1.7, 0.36, 2.93, -2.49, 0.88, -1.4

Forces (eV/angstrom), in the order of the atoms: element, x, y, z
Si	1.6518	1.4835	0.6403
Si	1.7906	-1.1026	0.0961
Si	0.6745	0.0727	0.3984
Si	-2.415	0.9644	-1.7673
Si	-2.0488	4.3694	3.5777
Si	-0.9595	-0.2106	-3.7057
Si	1.0901	-1.8282	-1.611
Si	3.8842	-0.1049	-0.3375
Si	-1.1077	-0.1481	-1.8086
Si	1.8176	-0.4679	-1.9203
Si	1.6411	1.2967	-0.3903
Si	1.5126	-1.1699	-0.3463
Si	-1.0916	0.2764	-0.5955
Si	-0.2357	0.0078	0.1205
Si	0.5023	-1.8166	0.2772
Si	-2.6015	-0.8634	1.0126
Si	1.1616	0.2041	1.1749
Si	-0.7984	1.4055	0.724
Si	0.5462	-0.2509	0.0079
Si	-1.8114	-1.428	1.0214
Si	-0.3917	-0.1687	0.2556
Si	2.8243	1.1664	0.4903
Si	-1.4399	1.9726	1.9331
Si	0.1417	-2.1145	-1.022
Si	-0.7248	1.066	-1.0127
Si	1.1623	-0.6504	0.8812
Si	1.5608	-0.4237	0.7437
Si	0.4689	-0.7103	0.3356
Si	-1.2142	0.2058	0.1052
Si	0.0511	-0.5841	0.687
Si	-0.79	-0.7936	0.7389
Si	0.0517	-0.1741	0.175
Si	-2.0239	-0.5304	-2.895
Si	0.16	-1.9352	1.0026
Si	-0.7362	0.1176	0.8157
Si	-0.9415	0.5153	-0.7248
Si	0.35	0.8168	-0.4467
Si	1.2816	0.0218	-0.7188
Si	0.1856	0.5823	-0.4784
Si	-0.3572	-0.3007	-0.3654
Si	1.5226	1.1063	0.0369
Si	0.8244	0.3323	-0.504
Si	1.7955	-0.0407	0.7894
Si	-0.9483	0.8861	1.4238
Si	-0.6744	-0.5451	-1.4906
Si	0.1864	0.9713	2.2889
Si	0.4713	0.666	1.3261
Si	-0.1663	1.8436	0.0541
Si	-0.6765	0.8473	-2.3092
Si	2.1186	0.1374	0.1153
Si	-0.7338	-2.8057	-0.3283
Si	-2.4049	-0.6149	-0.8167
Si	-0.3187	1.3389	0.2293
Si	2.4532	0.6742	-1.0544
Si	1.5756	-0.1883	-0.8843
Si	0.4614	0.1492	-2.9541
Si	2.19	-0.5813	-0.3129
Si	-1.9314	-0.7146	0.951
Si	1.3583	0.6225	1.6167
Si	1.0738	0.568	1.5171
Si	-0.8611	0.3743	-0.2993
Si	-0.1034	-0.4544	1.8147
Si	-2.2498	-2.0791	1.3107
Si	-0.6103	-1.7943	-0.7709
Si	0.1732	-1.2618	-0.4738
Si	1.1638	0.5162	-0.76
Si	-1.8884	1.504	4.0493
Si	-1.4176	-2.824	-0.9519
Si	-1.717	-0.7419	0.8708
Si	0.8913	0.9527	1.9913
Si	0.3039	0.2793	1.693
Si	1.7192	0.1144	2.8735
Si	0.8716	2.2229	-1.3557
Si	-0.2874	0.6005	-0.2258
Si	1.2058	-0.8335	-0.393
Si	-0.1711	0.6434	-3.2131
Si	0.1818	2.5292	-0.2108
Si	-0.9851	0.8231	1.5269
Si	1.3124	-1.2027	-1.6029
Si	-1.8255	3.4561	-0.5193
Si	0.1246	1.5888	-0.8751
Si	-1.2777	-0.0244	0.8291
Si	0.6306	-4.2836	0.8792
Si	2.1479	-0.5943	-1.0316
Si	0.0813	1.3421	-1.2329
Si	1.4793	-3.031	0.5579
O	-0.4734	-1.1474	0.2669
O	2.0999	1.915	1.1769
O	-0.5311	-2.1843	0.5932
O	-1.2512	0.527	1.1587
O	-0.7131	-0.9621	-1.9072
O	0.7964	0.9183	-0.4132
O	-0.9464	-0.1268	-1.2874
O	-1.7542	1.3828	0.0479
O	2.3466	-1.0368	-4.2122
O	-0.6271	-0.7754	1.6264
O	-2.1116	1.5792	-0.3639
O	-1.6681	2.0511	3.1979
O	0.5236	-0.4771	1.2707
O	-0.7646	0.3251	-0.3829
O	0.0344	0.1218	-0.376
O	0.6161	0.9588	-0.1194
O	-1.0274	0.5539	-0.3199
O	0.462	-0.2687	-0.4367
O	-1.6594	-1.6133	0.1451
O	-1.9798	0.1578	-1.539
O	1.6752	-1.4815	0.1141
O	-0.521	0.7995	-1.309
O	3.0724	3.1782	0.0037
O	-1.3657	0.2334	1.2964
O	-1.7686	-1.4156	-0.9704
O	1.9877	0.4476	-1.3783
O	0.0495	-1.0237	-0.047
O	-2.1936	-0.0785	1.1675
O	0.8351	-1.4129	0.7583
O	-1.7839	-0.9957	-3.5845
O	1.0738	-0.4908	1.3295
O	-0.3745	-0.1095	0.8007
O	0.8162	-1.6089	1.7019
O	-0.2378	-0.4826	1.5085
O	-0.4948	-1.0534	-0.1118
O	-1.0304	0.9733	-1.1851
O	-0.8356	0.2946	0.6093
O	-1.1397	-0.5397	0.9356
O	-0.6214	3.7152	1.1393
O	-0.1575	1.0411	-0.5818
O	1.5171	-1.9265	-0.2807
O	0.7163	0.6964	-2.4745
O	-0.9018	-0.4627	0.2865
O	0.4291	-1.4341	0.9098
